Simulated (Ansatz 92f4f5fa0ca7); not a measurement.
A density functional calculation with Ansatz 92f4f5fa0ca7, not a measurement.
Periodic cell of 122 atoms, Si78O44, from a study of silicon, its oxide and their interface. The atomic structure is a simulated model.

Settings: functional r2SCAN; potential files Ansatz norm-conserving; basis plane waves; wave-function cutoff 1300 eV; density cutoff ratio 4; exchange-correlation grid ratio 1; k mesh 2 x 2 x 1, shifted by 0.5 0.5 0.5 of a step; self-consistency stop 5e-08 eV per atom in the density residual; occupations Fermi-Dirac, 0.05 eV; spin none; net charge 0.

Cell vectors (angstrom)
a, 10.88, 0, 0
b, 0, 10.88, 0
c, 0, 0, 18.229

Atoms: element, x, y, z (angstrom)
Si, -0.2881, 0.7075, 0.0051
Si, 2.7203, 2.9304, -0.3117
Si, -0.6659, 4.6264, 1.1867
Si, 1.0916, 7.489, -0.3478
Si, 5.6559, -1.24, -1.2388
Si, 8.7828, 1.9481, -0.2075
Si, 6.0807, 5.5074, -0.17
Si, 7.9662, 8.5756, 0.2972
Si, 1.6695, 1.3254, 0.8966
Si, 4.3234, 4.2398, 1.0754
Si, 0.7928, 6.5344, 1.6349
Si, 4.6707, 10.0049, 1.2528
Si, 6.586, 1.5838, 1.9998
Si, 10.4511, 3.7012, -0.8228
Si, 6.8089, 6.8804, 1.3839
Si, 9.2471, 9.9883, 1.6713
Si, 0.5066, 2.8072, 2.3864
Si, 2.8364, -0.0922, 2.5251
Si, -0.1899, 8.131, 2.7884
Si, 2.8287, 5.7079, 2.5214
Si, 5.2235, 3.0871, 3.3028
Si, 8.0253, 0.179, 3.3944
Si, 5.6574, 8.2089, 2.7727
Si, 8.2737, 5.1233, 2.7129
Si, 1.6403, 4.2687, 3.858
Si, 3.9781, 1.2938, 4.1121
Si, 1.294, 9.3112, 3.9115
Si, 3.9669, 6.8597, 4.111
Si, 7.0647, 4.2053, 4.3169
Si, 9.772, 1.7555, 3.9067
Si, 6.9369, 9.1874, 4.3993
Si, 9.3057, 6.7341, 4.1316
Si, -0.1117, -0.0032, 5.2642
Si, 2.56, 2.6817, 5.4043
Si, -0.1221, 5.2809, 5.3545
Si, 2.5019, 8.0689, 5.4899
Si, 5.3844, -0.2749, 5.6151
Si, 8.2291, 2.5347, 5.7343
Si, 5.5228, 5.7175, 5.3494
Si, 8.3952, 7.9355, 5.7699
Si, 1.0395, 1.5064, 6.7392
Si, 4.2769, 3.9759, 6.5648
Si, 1.2014, 6.5363, 6.649
Si, 3.6728, 9.4334, 6.8352
Si, 6.6925, 0.9503, 7.1534
Si, 9.9047, 3.8509, 6.8659
Si, 6.8034, 6.8591, 7.0066
Si, 9.5161, 9.7912, 6.9947
Si, -0.2402, 2.3321, 8.6099
Si, 2.9551, 0.5078, 8.0922
Si, 0.0908, 8.3249, 7.8753
Si, 2.761, 5.4172, 7.7296
Si, 4.9459, 2.2893, 8.2299
Si, 7.9304, -0.7973, 8.5994
Si, 6.3461, 8.067, 8.9181
Si, 8.0389, 4.8471, 7.7862
Si, 1.2068, 4.1604, 9.0972
Si, 4.3988, 0.4542, 10.2465
Si, 1.6222, 9.2695, 9.4022
Si, 4.0367, 7.7837, 8.7438
Si, 6.6151, 3.6191, 9.0592
Si, 8.5148, 1.0175, 10.1112
Si, 7.0048, 6.3879, 10.5796
Si, 9.5368, 6.1832, 9.1725
Si, 1.7108, 10.4498, 11.3182
Si, 6.3247, -5.6281, 13.2072
Si, 14.7058, -3.6699, 16.6142
Si, -1.9309, 1.0456, 13.0817
Si, 2.2293, 14.843, 12.0817
Si, 0.7042, 2.0455, 12.7545
Si, -1.1804, 7.1014, 16.3457
Si, 4.9575, 2.7206, 12.5302
Si, 4.3721, 2.8515, 15.4256
Si, 0.1752, 9.5457, 15.8764
Si, 3.4331, 16.5528, 14.2129
Si, 11.6322, 10.4657, 13.8942
Si, 6.8809, 1.1891, 15.5765
Si, 8.3399, 5.2657, 15.8364
O, -0.1223, 0.1583, -1.6098
O, 4.8126, -4.707, -0.936
O, 13.5833, 7.3712, -0.3973
O, 3.524, 2.2163, -1.6228
O, 4.5412, 8.5931, -2.0966
O, -1.5918, 7.568, -0.1632
O, 1.1495, 9.1147, -1.0728
O, -0.981, 13.3185, -5.3536
O, 7.2825, 4.9478, -1.2656
O, 8.0922, 1.416, -1.5522
O, 7.7346, 2.0295, 0.9628
O, 15.4887, 2.1487, -4.2652
O, 9.627, 4.1616, -2.265
O, 13.2344, 5.2505, -5.1917
O, 5.8555, 10.8814, -2.3442
O, 3.3706, 0.0853, -6.8128
O, 1.6459, 4.1931, 10.7391
O, -0.0422, 5.2802, 9.4285
O, 3.7026, 3.4765, 11.9425
O, 3.5717, 6.0836, 9.1648
O, -0.9263, 7.8677, 9.2939
O, 2.9863, 8.3419, 9.8212
O, 1.2978, 3.795, 17.2873
O, 7.6746, 2.311, 9.4181
O, 4.7545, 5.8801, 13.4084
O, 8.277, 0.5982, 11.6485
O, 3.8333, 4.3593, 15.1784
O, 8.6417, 6.0966, 10.5306
O, 2.9795, 6.9568, 15.1765
O, 7.0368, 6.3243, 12.2459
O, 6.2543, -6.077, 10.2556
O, 5.6507, 0.5433, 19.4878
O, -4.6363, 3.7504, 12.588
O, -3.1018, 1.1956, 14.172
O, -4.9292, 2.5381, 15.863
O, 5.2177, 12.4294, 11.3274
O, 7.3095, 5.055, 14.4964
O, 1.0011, 1.027, 11.3721
O, 1.2207, 1.2052, 14.0055
O, 0.3108, 6.4386, 16.7511
O, -1.2149, 8.5979, 15.6022
O, 10.1048, -0.1509, 13.3627
O, 7.1591, -1.6644, 17.2713
O, 12.4334, 9.6432, 12.6601

Results
free energy: -29583.559 eV
free energy less fixed offsets of O -463.61, Si -117.95 eV per atom: 15.381 eV
pressure: -2.32 GPa
stress xx, yy, zz, yz, xz, xy (GPa, positive in tension): 2.74, 3.33, 0.9, -0.25, -0.58, 0.53

Forces (eV/angstrom), in the order of the atoms: element, x, y, z
Si, -0.6177, -3.6152, -0.7311
Si, -0.7458, 0.832, -1.5641
Si, -0.0401, 0.9217, 2.4253
Si, 0.7806, 1.1795, -2.6814
Si, -3.9052, 0.2049, -1.2605
Si, 1.4515, 0.4603, -1.8315
Si, -0.3004, -1.8599, -0.9976
Si, 2.7497, -1.3029, 1.096
Si, 0.3193, -0.3937, 2.1859
Si, -0.0807, -0.3834, 1.199
Si, 0.0326, -1.2948, 0.1038
Si, 2.0192, 0.3947, -0.6627
Si, 0.4687, -0.3931, 2.592
Si, -0.5393, 0.6575, -1.8988
Si, 1.7043, -0.5486, 1.3789
Si, 0.935, -0.5225, -0.3048
Si, -1.0379, 0.6359, 0.1453
Si, -0.909, 0.0185, -0.2718
Si, -2.5969, 0.8741, -0.0692
Si, 0.1458, -0.6074, -1.2203
Si, 0.6319, -0.2091, -2.4658
Si, 0.3894, 0.2319, -1.3917
Si, -2.1649, 0.2673, 0.1622
Si, 0.9024, 2.2744, -2.2597
Si, -0.8218, -1.32, 1.1081
Si, 0.1308, -0.7631, 0.9339
Si, 0.8475, 1.732, 0.9658
Si, 1.128, 1.4471, -0.6474
Si, -1.6051, -1.2187, 1.3908
Si, -0.8644, -1.5247, 1.1629
Si, 0.1512, 1.6068, 0.6102
Si, 1.3164, -0.7169, -0.487
Si, 0.5985, 0.9127, -0.1939
Si, 0.5586, 0.9288, -0.3576
Si, 0.7259, -0.227, -1.9878
Si, -0.4473, 0.1687, -1.4105
Si, -0.0836, -0.4367, -0.6888
Si, 0.6892, 0.5557, -0.6627
Si, 0.2621, -1.0096, 1.002
Si, -0.8244, 1.5794, 0.6089
Si, 0.9437, -0.9097, 0.8947
Si, -0.7184, -0.0238, 0.06
Si, -0.5621, 2.517, 0.1598
Si, 1.0129, 0.4132, 1.0825
Si, -0.0346, -0.0512, -0.4265
Si, -2.0934, -1.8003, 0.5291
Si, 0.5609, -1.8295, -0.1591
Si, 0.1562, -0.789, -2.0527
Si, 0.6372, 0.0383, -0.7324
Si, -1.1469, -0.5042, -0.2987
Si, -0.0449, -0.9264, 2.5467
Si, 1.9874, -1.8321, 3.1617
Si, -0.4871, 0.2219, -1.5991
Si, -1.6077, 1.0531, 0.1084
Si, 0.4272, -0.0379, 1.155
Si, 0.6965, 2.6443, -1.1421
Si, -1.5516, 0.9383, 2.5026
Si, 1.7592, 0.857, 1.9243
Si, 1.8763, 0.4384, -0.6395
Si, 0.1196, -1.4367, 0.1359
Si, 0.4507, 0.4686, 2.8767
Si, -0.7289, 1.2758, -2.6375
Si, 1.2965, -3.1071, 0.9262
Si, -0.4823, 0.8663, 1.613
Si, 2.8152, 2.2096, -1.0983
Si, -0.3507, 0.462, 0.2671
Si, -2.3533, 1.9111, -0.4148
Si, 1.8066, 0.2045, 0.1673
Si, -0.911, -1.7551, 4.8677
Si, 0.1612, 2.7894, -2.5425
Si, -0.5236, 0.7068, 2.8457
Si, 1.4073, -1.3927, -3.3126
Si, 2.6018, -0.1421, -1.0181
Si, -0.4119, 1.8787, 2.767
Si, -1.7426, -1.0586, 0.3036
Si, 0.1397, 0.4431, -1.1561
Si, 1.133, 2.9496, 0.7936
Si, 0.388, -1.5076, -2.8667
O, -0.8986, -0.0712, 0.0958
O, 0.6373, -0.0785, -1.5319
O, 1.9149, -0.7395, -1.268
O, -1.5809, 0.2841, 1.3538
O, 2.4864, 1.1984, 1.95
O, -0.6071, 0.0866, -3.1901
O, -1.4921, -3.3794, -0.1251
O, 0.6246, -2.3523, -0.0102
O, -2.5482, 0.6772, 3.5601
O, -1.0316, -0.7017, -0.6705
O, -0.2464, 1.5619, 0.1243
O, -1.4653, -0.7846, 0.5151
O, -0.3388, 0.8963, 0.665
O, -0.3633, 1.2904, 2.0694
O, -0.0497, -1.5763, 0.6619
O, -2.9682, -1.6508, -0.0322
O, -1.7458, 0.7943, -6.374
O, 0.9381, 0.028, -0.9775
O, 1.1724, -0.2858, -0.3759
O, 0.3393, 1.5905, -3.6459
O, 0.7112, -1.6934, -2.6428
O, -1.7599, 1.7793, 0.4665
O, -0.2244, -1.5021, 0.4656
O, 0.3186, -0.3135, 2
O, 3.9475, 0.0999, -0.5123
O, 0.381, 0.8148, 0.1839
O, -0.3614, 0.2353, 0.1465
O, -0.7173, 0.3591, -0.4606
O, 1.225, -2.4922, 0.2341
O, -1.3417, 0.6768, -0.6656
O, 0.9508, 0.7922, -1.7092
O, -1.8543, -1.8875, -1.0122
O, -1.071, -0.7161, 0.746
O, -0.9293, -0.515, 0.4986
O, 0.142, 0.2166, -0.0093
O, 0.5224, 0.7138, 0.2354
O, 1.2298, 0.9731, 1.1446
O, -1.4744, 0.8866, 1.1291
O, 0.6577, -2.2537, 1.1907
O, -0.4882, 2.353, -0.3641
O, 2.0993, -0.6141, 0.5824
O, -2.0054, 0.4539, -0.0501
O, 0.6451, -0.7233, -0.3433
O, -1.3568, -0.1528, 3.3435
